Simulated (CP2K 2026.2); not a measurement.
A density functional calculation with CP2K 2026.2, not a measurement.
Periodic cell of 504 atoms, Si360O144, from a study of silicon, its oxide and their interface. The atomic structure is a simulated model.
Doubt: the forces sum to 2.01 eV/angstrom along one axis rather than to zero, so they err by at least 0.0040 eV/angstrom per atom on average; the grid cutoff is modest.

Settings: functional PBE; method Gaussian and plane waves; basis set DZVP-MOLOPT-SR-GTH; pseudopotentials GTH-PBE; grid cutoff 350 Ry, relative cutoff 50 Ry; k points Gamma only; occupations fixed; spin none; net charge 0.

Cell vectors (angstrom)
a 16.32 0 0
b 0 16.32 0
c 3.6959 -5.0318 33.664

Atoms and the computed forces on them: element, x, y, z (angstrom), force x, y, z (eV/angstrom)
Si 0.953 15.242 0.021 0.255 -0.085 0.769
Si 3.915 1.694 0.164 0.042 -0.234 0.705
Si 1.607 3.751 0.248 -0.067 0.126 0.811
Si 3.813 6.887 0.007 0.266 -0.119 0.681
Si 1.657 9.209 0.06 -0.151 0.202 0.752
Si 8.02 7.041 33.593 -0.154 0.156 0.731
Si 10.797 9.751 33.641 -0.172 0.116 0.684
Si 9.433 1.572 0.037 0.101 -0.198 0.72
Si 10.899 -1.227 33.654 -0.271 0.115 0.726
Si 9.719 6.476 0.141 0.003 0.214 0.712
Si 6.435 9.762 0.08 0.177 -0.057 0.777
Si 9.244 12.521 0.108 0.018 -0.122 0.711
Si 12.418 14.678 0.006 -0.109 0.173 0.769
Si 15.13 1.208 0.11 -0.177 0.128 0.746
Si 11.992 4.365 0.081 0.183 -0.103 0.785
Si 14.753 7.073 0.182 0.049 -0.136 0.751
Si 12.558 9.257 0.101 -0.199 0.079 0.725
Si 18.366 7.419 33.569 0.207 -0.132 0.687
Si 2.698 -0.012 1.256 -0.021 -0.001 -0.071
Si 5.52 2.823 1.392 0.031 -0.005 -0.036
Si 2.731 5.403 1.449 -0.009 -0.017 -0.039
Si 5.368 8.107 1.336 -0.006 0.005 -0.036
Si 2.747 10.901 1.272 0.022 -0.016 -0.063
Si 5.483 13.623 1.275 0.005 -0.006 -0.07
Si 8.244 -0.002 1.332 0.007 0.017 -0.027
Si 10.903 2.759 1.407 -0.007 0.025 -0.057
Si 8.203 5.341 1.465 -0.006 0.004 -0.058
Si 10.891 8.135 1.332 0.002 0.007 -0.043
Si 8.076 10.902 1.341 0.006 -0.006 -0.039
Si 10.862 13.606 1.406 0.001 -0.009 -0.037
Si 13.554 -0.03 1.326 0.005 -0.024 -0.049
Si 16.316 2.658 1.508 -0.001 -0.011 -0.048
Si 13.572 5.479 1.419 -0.012 0.011 -0.05
Si 16.352 8.205 1.436 0.002 -0.008 -0.051
Si 13.647 10.887 1.36 -0.006 0.001 -0.047
Si 16.226 13.595 1.312 -0.009 0.004 -0.084
Si 1.391 1.281 2.778 0.002 -0.013 0.038
Si 4.164 4.13 2.793 -0.023 -0.023 0.026
Si 1.34 6.772 2.768 0.005 0.007 0.023
Si 4.045 9.511 2.712 0.005 0.013 0.024
Si 1.347 12.249 2.625 -0.002 -0.001 -0.009
Si 4.072 14.956 2.617 0.016 0.016 0.017
Si 6.824 1.34 2.69 0.002 0.007 0.008
Si 9.543 4.03 2.844 0.018 0.007 0.038
Si 6.795 6.787 2.687 0.003 0.01 -0.009
Si 9.5 9.524 2.645 -0.001 0.01 0.01
Si 6.774 12.271 2.731 -0.007 -0.009 0.033
Si 9.561 15.002 2.762 -0.002 0 0.022
Si 12.249 1.354 2.711 0.007 -0.01 0.001
Si 14.942 4.091 2.748 0 0.015 0.017
Si 12.218 6.825 2.789 0.004 -0.013 0.03
Si 15.018 9.594 2.767 -0.016 -0.016 0.033
Si 12.218 12.195 2.715 -0.008 0 0.025
Si 14.906 14.939 2.729 0.009 0.014 0.031
Si 16.309 -0.052 4.103 0.006 -0.015 -0.015
Si 2.76 2.708 4.079 -0.003 0.006 -0.017
Si 16.303 5.429 4.119 0.003 0.012 0.007
Si 2.7 8.165 4.097 -0.003 0.024 -0.017
Si 16.364 10.936 4.099 -0.001 0.001 0.014
Si 2.719 13.596 4.002 -0.003 -0.004 -0.002
Si 5.427 -0.013 4.024 0.01 -0.003 -0.009
Si 8.153 2.667 4.13 0.003 0.009 -0.017
Si 5.477 5.486 4.141 -0.007 0.008 0.01
Si 8.16 8.161 4.033 0.006 -0.012 0.002
Si 5.422 10.877 4.067 0.007 -0.021 -0.011
Si 8.164 13.618 4.074 0.006 -0.015 -0.01
Si 10.9 0.03 4.118 -0.014 0.001 -0.001
Si 13.6 2.708 4.089 -0.005 -0.003 -0.018
Si 10.887 5.443 4.149 -0.003 -0.007 -0.004
Si 13.621 8.197 4.089 -0.009 0.002 -0.02
Si 10.851 10.852 4.06 0.011 -0.004 0.007
Si 13.563 13.579 4.085 0.003 0.013 -0.012
Si 17.66 -1.363 16.302 0.004 -0.006 -0.009
Si 4.058 1.352 16.274 0.002 -0.008 -0.019
Si 17.676 4.088 16.313 0.004 -0.007 -0.006
Si 4.114 6.795 16.32 -0.01 0.002 -0.007
Si 17.704 9.548 16.301 0.008 -0.002 -0.013
Si 4.078 12.232 16.299 0.002 0.002 -0.008
Si 6.798 -1.351 16.316 -0.002 0 -0.002
Si 9.504 1.365 16.318 0.005 0.004 -0.007
Si 6.814 4.111 16.334 0.023 0.001 -0.002
Si 9.544 6.812 16.328 -0.004 0.002 -0.008
Si 6.824 9.522 16.321 -0.002 0.011 -0.008
Si 9.518 12.213 16.309 -0.014 -0.002 -0.014
Si 12.227 -1.377 16.305 0.009 -0.004 0
Si 14.956 1.367 16.315 -0.006 -0.001 -0.005
Si 12.239 4.085 16.34 -0.005 -0.006 -0.003
Si 14.944 6.805 16.33 -0.006 0.002 -0.008
Si 12.237 9.502 16.37 -0.01 0.006 -0.007
Si 14.954 12.218 16.305 0.007 -0.013 -0.006
Si 2.677 0.027 17.644 -0.014 0.003 0.016
Si 5.431 2.697 17.611 -0.02 0.01 -0.006
Si 2.76 5.414 17.659 -0.007 0.004 0.004
Si 5.46 8.178 17.68 0.023 -0.008 -0.009
Si 2.734 10.897 17.698 0.002 -0.001 0.006
Si 5.435 13.588 17.642 0.006 -0.005 0.008
Si 8.156 0.005 17.693 -0.003 -0.002 0.004
Si 10.855 2.725 17.678 -0.011 -0.004 0.009
Si 8.168 5.507 17.701 -0.008 -0.012 0
Si 10.892 8.124 17.754 -0.01 -0.003 -0.01
Si 8.213 10.833 17.7 0.01 0 0.012
Si 10.85 13.587 17.657 -0.004 -0.013 0.003
Si 13.59 -0.012 17.645 -0.011 0.002 0.016
Si 16.303 2.743 17.678 0.018 -0.001 -0.008
Si 13.589 5.449 17.719 0.002 0.002 -0.001
Si 16.324 8.201 17.623 0.016 0.01 -0.005
Si 13.608 10.879 17.701 0.002 -0.006 0.021
Si 16.33 13.555 17.652 0.013 0.012 -0.004
Si 17.672 1.412 19.04 0.008 0.002 -0.008
Si 4.114 4.013 19.013 -0.012 -0.006 -0.001
Si 17.709 6.84 18.919 0.003 0.006 -0.036
Si 4.115 9.539 19.042 -0.012 0.008 -0.014
Si 17.68 12.235 19.073 -0.004 0.004 -0.014
Si 4.011 -1.383 18.949 0.006 -0.011 -0.041
Si 6.75 1.367 19.009 0.01 -0.01 -0.006
Si 9.517 4.129 19.036 0.03 -0.005 -0.033
Si 6.828 6.89 19.089 0.022 0.015 -0.026
Si 9.531 9.454 19.143 -0.022 -0.004 -0.014
Si 6.841 12.235 18.975 -0.013 0.018 -0.045
Si 9.509 -1.382 19.04 -0.004 -0.002 -0.014
Si 12.194 1.313 19.004 -0.008 0.005 -0.04
Si 14.938 4.078 19.065 0.011 -0.026 -0.018
Si 12.268 6.787 19.147 -0.014 0.009 0
Si 15.018 9.542 19.05 0.005 -0.014 -0.024
Si 12.189 12.23 19.022 -0.007 -0.021 -0.014
Si 14.964 -1.397 18.962 -0.006 0 -0.024
Si 16.292 -0.015 20.306 0.007 -0.002 0.038
Si 2.765 2.704 20.457 -0.003 -0.035 0.04
Si 16.379 5.488 20.282 -0.006 -0.007 0.069
Si 2.718 8.175 20.334 -0.004 -0.007 0.037
Si 16.347 10.905 20.48 0.018 0.029 0.041
Si 2.681 -2.682 20.409 -0.015 0.008 0.045
Si 5.383 -0.057 20.286 0.016 -0.01 0.081
Si 8.062 2.793 20.327 0.003 0.017 0.054
Si 5.469 5.43 20.304 0.01 0 0.047
Si 8.137 8.191 20.623 -0.005 0.029 0.049
Si 5.507 10.901 20.357 0.012 0.005 0.071
Si 8.171 -2.75 20.389 -0.02 -0.007 0.047
Si 10.843 -0.047 20.422 0.009 0.009 0.038
Si 13.541 2.676 20.365 -0.009 0.003 0.093
Si 10.89 5.422 20.506 -0.024 -0.012 0.059
Si 13.711 8.15 20.438 0.004 0.007 0.081
Si 10.946 10.808 20.453 0.022 0.002 0.055
Si 13.538 -2.683 20.312 0.001 0.032 0.03
Si 17.822 -1.086 21.71 -0.122 -0.268 -0.681
Si 3.865 1.004 21.704 0.096 0.25 -0.734
Si 17.949 4.413 21.608 -0.011 -0.206 -0.674
Si 3.894 6.579 21.553 0.086 0.111 -0.665
Si 17.535 9.284 21.747 0.115 0.269 -0.709
Si 4.333 12.476 21.594 -0.214 -0.088 -0.758
Si 6.495 -1.627 21.605 0.241 0.062 -0.831
Si 9.567 1.56 21.556 -0.099 -0.273 -0.741
Si 7.014 4.387 21.727 -0.146 -0.16 -0.721
Si 9.325 6.548 21.865 0.11 0.216 -0.703
Si 7.026 9.924 21.884 -0.152 -0.355 -0.759
Si 9.379 12.015 21.686 0.112 0.198 -0.73
Si 12.456 -1.167 21.756 -0.24 -0.129 -0.71
Si 14.675 1.052 21.595 0.086 0.079 -0.728
Si 11.908 3.671 21.731 0.237 0.323 -0.805
Si 15.348 7.011 21.718 -0.219 -0.096 -0.788
Si 12.658 9.771 21.757 -0.258 -0.142 -0.75
Si 14.702 12.15 21.645 0.294 0.077 -0.69
Si 9.312 -2.97 29.375 0.002 0.005 0.058
Si 9.829 8.735 28.946 0.019 -0.021 0.002
Si 5.181 4.713 30.712 -0.069 -0.04 0.121
Si 16.504 -2.927 23.707 -0.064 0.076 0.018
Si 18.726 11.269 23.656 0.061 -0.058 -0.011
Si 8.425 0.45 26.599 0.101 0.125 -0.033
Si 10.619 -0.455 30.602 -0.028 -0.048 0.167
Si 3.379 0.709 27.148 -0.072 0.007 0.051
Si 17.566 -1.922 31.567 0.039 -0.031 0.202
Si 15.221 1.774 24.489 0.038 -0.12 -0.14
Si 8.045 1.192 30.64 -0.053 -0.022 0.143
Si 7.05 -1.073 28.897 -0.088 0.044 0.096
Si 4.599 7.048 24.418 0.084 -0.016 -0.134
Si 11.994 3.268 31.803 0.038 -0.049 0.049
Si 14.275 -0.172 26.42 0.019 0.013 -0.057
Si 3.932 11.654 26.194 0.008 0.081 0.053
Si 17.893 2.617 28.527 0.02 -0.043 -0.087
Si 13.292 6.508 29.419 -0.085 -0.043 0.019
Si 14.287 5.458 31.835 0.054 -0.002 0.192
Si 3.519 0.151 31.759 -0.118 -0.026 0.179
Si 14.911 2.272 28.334 -0.007 0.066 -0.044
Si 17.634 5.717 28.266 0.049 -0.085 0.129
Si 8.083 3.423 26.77 -0.049 -0.057 0.05
Si 4.141 1.986 29.601 -0.105 0.098 -0.017
Si 14.721 5.216 27.246 0.123 -0.026 0.004
Si 13.112 11.087 26.791 0.061 -0.018 -0.008
Si 12.503 3.235 24.712 -0.069 -0.107 -0.217
Si 10.382 -3.86 26.546 -0.034 -0.021 -0.066
Si 8.914 9.804 26.167 0.076 -0.04 -0.009
Si 7.964 4.286 29.717 0.022 -0.085 0.003
Si 18.107 6.328 25.499 -0.019 -0.126 -0.03
Si 7.482 8.862 31.051 -0.059 -0.038 0.049
Si 5.933 4.198 24.641 -0.033 0.012 -0.236
Si 10.575 -2.403 23.832 0.059 -0.091 -0.1
Si 15.399 -3.085 26.617 -0.027 0.01 -0.035
Si 8.262 -0.218 23.672 0.033 -0.009 -0.105
Si 11.501 1.02 26.442 0.062 0.079 0.007
Si 6.033 9.686 24.935 0.02 0.013 -0.233
Si 16.673 -3.865 29.421 -0.011 -0.061 0.074
Si 3.995 1.907 24.496 0.084 -0.015 -0.093
Si 12.821 9.57 29.438 -0.092 0.049 -0.026
Si 19.294 6.829 30.585 -0.007 -0.001 0.208
Si 10.492 5.803 29.183 -0.107 0.097 0.101
Si 10.337 7.31 24.827 -0.075 -0.038 -0.118
Si 14.514 11.191 31.399 0.071 0.038 0.081
Si 3.234 11.604 29.07 0.012 0.031 -0.008
Si 12.896 8.736 24.691 0.062 0.05 -0.144
Si 8.98 11.342 31.644 0.013 -0.007 0.105
Si 15.204 6.764 24.654 -0.054 -0.07 -0.031
Si 12.253 1.706 29.389 -0.044 -0.09 -0.064
Si 4.194 -2.151 27.865 0.012 -0.109 -0.065
Si 4.667 9.382 30.676 -0.016 0.017 0.007
Si 10.634 4.738 26.389 -0.031 0.135 -0.14
Si 17.624 3.446 24.387 -0.057 0.101 -0.038
Si 1.37 14.922 5.429 -0.001 0.002 0.006
Si 4.102 1.344 5.433 -0.001 -0.004 0.003
Si 1.375 4.063 5.437 0.004 -0.007 0
Si 4.081 6.828 5.462 0.005 0.012 0.015
Si 1.362 9.536 5.454 0 -0.012 0.02
Si 4.06 12.243 5.409 -0.017 -0.004 -0.001
Si 6.785 14.964 5.419 0.004 0.015 -0.004
Si 9.524 1.347 5.489 -0.003 0.004 0.016
Si 6.813 4.074 5.464 0.008 -0.006 0.009
Si 9.502 6.815 5.448 -0.001 0.008 0.005
Si 6.803 9.521 5.413 0 0.004 -0.001
Si 9.515 12.238 5.424 -0.002 0.007 0.002
Si 12.238 14.957 5.455 0.004 -0.003 0.011
Si 14.967 1.349 5.443 0.005 -0.006 0.001
Si 12.251 4.066 5.471 0.004 0.001 0.002
Si 14.956 6.814 5.456 -0.002 0 0.005
Si 12.232 9.527 5.44 -0.004 -0.002 0.004
Si 14.961 12.259 5.445 0 -0.001 0.01
Si 2.724 -0.014 6.783 0.003 -0.01 -0.004
Si 5.442 2.712 6.808 0.001 0.007 -0.004
Si 2.723 5.44 6.798 0 0.006 -0.004
Si 5.45 8.179 6.806 -0.009 0.001 0.001
Si 2.725 10.891 6.804 -0.001 -0.004 0.002
Si 5.427 13.598 6.776 0.003 -0.003 -0.009
Si 8.146 -0.018 6.811 0.004 0.004 0.001
Si 10.882 2.72 6.83 -0.01 -0.003 0
Si 8.164 5.443 6.817 -0.001 -0.005 -0.001
Si 10.877 8.165 6.802 0.001 -0.004 -0.001
Si 8.156 10.879 6.785 0.01 -0.005 -0.007
Si 10.871 13.594 6.8 -0.007 0.005 -0.001
Si 13.605 -0.004 6.808 -0.003 -0.004 0
Si 16.329 2.711 6.8 0.004 -0.001 -0.004
Si 13.608 5.44 6.815 0.001 -0.004 -0.003
Si 16.32 8.171 6.809 -0.003 0.013 0.002
Si 13.599 10.887 6.795 0.001 0.001 0
Si 16.325 13.596 6.814 0.005 -0.002 -0.002
Si 1.367 1.349 8.153 -0.002 0.004 -0.001
Si 4.079 4.077 8.16 -0.001 -0.008 -0.005
Si 1.363 6.803 8.159 0.001 0 -0.006
Si 4.088 9.533 8.164 0.009 0.01 -0.003
Si 1.359 12.234 8.17 -0.008 -0.007 -0.006
Si 4.079 14.954 8.153 -0.004 -0.001 -0.006
Si 6.801 1.357 8.169 0.009 0.001 -0.007
Si 9.525 4.087 8.178 0.009 0.004 0.001
Si 6.797 6.804 8.165 -0.001 0.002 -0.008
Si 9.518 9.527 8.156 0.001 0.003 -0.002
Si 6.792 12.241 8.142 -0.001 -0.001 0
Si 9.511 14.947 8.165 -0.013 -0.011 -0.003
Si 12.243 1.351 8.173 0.001 0.005 -0.007
Si 14.972 4.077 8.163 0.003 0.004 -0.005
Si 12.237 6.8 8.162 -0.006 -0.008 0.003
Si 14.954 9.525 8.163 -0.007 -0.013 0
Si 12.24 12.243 8.159 0.004 0.01 -0.005
Si 14.967 14.963 8.168 0.01 0.007 -0.001
Si 16.324 0.004 9.523 0 -0.002 -0.001
Si 2.718 2.717 9.516 -0.001 0.002 -0.001
Si 16.326 5.442 9.521 0 -0.001 0.001
Si 2.725 8.164 9.517 0.003 -0.001 -0.001
Si 16.318 10.877 9.526 0.006 0.007 -0.001
Si 2.721 13.599 9.519 -0.006 -0.004 -0.001
Si 5.435 -0.004 9.519 0.007 0.005 -0.004
Si 8.161 2.719 9.527 -0.007 0.001 -0.001
Si 5.438 5.44 9.52 -0.001 -0.001 -0.002
Si 8.163 8.164 9.518 0.002 -0.007 0.002
Si 5.446 10.887 9.521 -0.009 -0.005 -0.002
Si 8.151 13.592 9.519 0.012 0.007 -0.001
Si 10.874 -0.009 9.523 -0.003 -0.002 -0.004
Si 13.604 2.72 9.521 -0.002 -0.003 0
Si 10.886 5.444 9.531 -0.003 -0.004 0.002
Si 13.599 8.16 9.519 0.003 0.004 -0.001
Si 10.88 10.882 9.518 0.003 0 0.005
Si 13.599 13.601 9.521 0 -0.001 0.002
Si 1.361 -1.359 10.877 0 0.005 0.001
Si 4.078 1.36 10.877 -0.004 0.001 0.003
Si 1.363 4.081 10.881 0.003 -0.002 0.005
Si 4.082 6.802 10.879 -0.003 -0.002 -0.001
Si 1.361 9.517 10.883 -0.01 -0.002 0
Si 4.08 12.239 10.878 0.009 0.005 -0.004
Si 6.798 -1.36 10.879 -0.004 -0.006 0
Si 9.521 1.357 10.885 0.005 0.001 -0.001
Si 6.8 4.083 10.881 0.004 -0.002 0.004
Si 9.522 6.805 10.879 0.006 -0.004 0
Si 6.807 9.525 10.878 0.001 0.004 -0.001
Si 9.518 12.238 10.878 -0.011 0.001 0.001
Si 12.235 -1.366 10.885 0.002 0.007 -0.002
Si 14.959 1.361 10.882 0.006 0.005 0
Si 12.245 4.08 10.884 0.001 0.004 0.002
Si 14.962 6.8 10.878 -0.002 -0.005 0.002
Si 12.239 9.519 10.877 0.002 -0.006 0.003
Si 14.958 12.239 10.88 0.002 -0.005 0
Si 2.719 0 12.236 -0.004 0 0
Si 5.436 2.723 12.235 0 -0.003 -0.001
Si 2.72 5.446 12.242 0 -0.001 0.002
Si 5.45 8.16 12.234 0 0 0.002
Si 2.724 10.878 12.24 0.003 0.002 0.003
Si 5.44 13.597 12.234 -0.007 0 0.001
Si 8.157 0 12.244 0.001 0 0.001
Si 10.882 2.72 12.242 0 0.002 0
Si 8.167 5.441 12.237 -0.001 0.001 0
Si 10.881 8.161 12.238 -0.005 -0.002 0.004
Si 8.165 10.881 12.244 0.013 -0.004 0.006
Si 10.876 13.592 12.245 0.003 -0.001 0.001
Si 13.591 0.003 12.239 0 -0.002 -0.002
Si 16.315 2.724 12.238 -0.005 -0.003 0.003
Si 13.603 5.444 12.242 0.003 0 -0.001
Si 16.321 8.157 12.243 0 -0.006 0
Si 13.602 10.873 12.239 0 0.005 0
Si 16.317 13.604 12.232 0.005 0.005 -0.001
Si 17.67 1.357 13.589 0.005 0.001 0.003
Si 4.081 4.086 13.597 -0.006 0.002 0.002
Si 17.683 6.806 13.609 -0.004 -0.002 0.003
Si 4.092 9.514 13.595 0.006 -0.007 0.006
Si 17.679 12.247 13.587 -0.007 0.003 0.002
Si 4.081 -1.364 13.588 0.005 -0.002 0.001
Si 6.798 1.372 13.598 -0.007 0.003 0.006
Si 9.525 4.083 13.602 0.003 -0.004 0.002
Si 6.817 6.806 13.595 0.01 -0.01 0.002
Si 9.53 9.522 13.6 -0.005 0.001 0.007
Si 6.798 12.241 13.596 -0.011 0.008 -0.003
Si 9.514 -1.366 13.603 0 0 0.006
Si 12.237 1.364 13.607 0.005 -0.001 0.003
Si 14.961 4.087 13.602 -0.003 0 0.007
Si 12.238 6.801 13.6 -0.001 0.002 0.006
Si 14.955 9.51 13.605 0.003 0.004 0
Si 12.24 12.225 13.599 0.008 -0.011 0.004
Si 14.949 -1.362 13.591 -0.002 0.003 0.002
Si 16.304 0 14.947 0.001 -0.002 0.003
Si 2.703 2.726 14.939 -0.003 -0.002 0.002
Si 16.313 5.451 14.966 0.006 0.002 0.002
Si 2.739 8.16 14.966 0.001 0 -0.003
Si 16.325 10.882 14.94 0.005 0.004 0.003
Si 2.719 13.604 14.949 -0.003 0.002 0.006
Si 5.44 -0.004 14.941 -0.006 0.004 0.002
Si 8.156 2.736 14.963 -0.001 -0.001 -0.002
Si 5.458 5.445 14.948 0 0 0.009
Si 8.178 8.163 14.961 0.004 -0.002 0.003
Si 5.451 10.873 14.956 0.008 -0.001 0
Si 8.154 13.591 14.964 0.002 -0.007 0.006
Si 10.87 0.001 14.96 -0.004 -0.003 0.005
Si 13.597 2.732 14.964 0.002 0.005 0.007
Si 10.886 5.44 14.966 -0.004 -0.001 0
Si 13.583 8.159 14.972 0.004 -0.009 0.006
Si 10.896 10.861 14.972 -0.002 0.002 0.001
Si 13.597 13.59 14.951 -0.007 -0.003 -0.001
O 2.654 -0.012 22.141 0.097 0.186 0.259
O 18.224 -3.122 32.433 0.014 -0.26 -0.372
O 7.199 4.036 25.592 0.364 0.197 -0.056
O 7.688 10.361 31.643 -0.356 0.262 0.216
O 11.955 -2.413 33.248 0.184 -0.144 -0.411
O 17.543 12.262 23.239 -0.195 -0.163 -0.543
O 7.799 4.287 28.105 -0.296 0.483 -0.144
O 8.24 10.97 22.209 -0.13 -0.139 0.478
O 19.22 1.379 32.589 0.082 0.191 -0.395
O 2.789 5.483 22.105 -0.068 -0.078 0.477
O 13.569 -0.031 22.154 -0.023 0.103 0.189
O 10.705 2.615 22.027 -0.057 0.025 0.406
O 19.926 -4.92 33.273 0.007 0.089 -0.425
O 15.403 1.694 22.894 0.593 0.061 -0.032
O 11.561 2.859 30.301 -0.256 0.427 -0.281
O 14.548 0.4 33.239 -0.211 -0.162 -0.371
O 7.001 -0.888 22.951 -0.119 0.141 0.565
O 3.586 -3.124 29.022 0.093 0.151 0.548
O 18.003 4.723 25.286 -0.008 -0.175 0.271
O 11.767 1.82 27.843 -0.164 0.295 0.007
O 9.54 11.26 25.854 0.065 0.201 -0.693
O 14.003 2.726 24.911 0.169 0.38 0.304
O 18.316 1.564 27.342 -0.49 -0.077 -0.286
O 10.107 7.216 28.499 -0.123 -0.118 -0.279
O 11.79 11.938 27.117 0.194 0.052 0.214
O 16.514 2.522 25.101 0.148 0.14 0.321
O 7.913 1.135 32.26 0.046 -0.377 -0.144
O 5.415 -2.74 22.125 -0.109 0.2 0.55
O 16.285 -3.514 27.894 0.304 0.056 -0.125
O 13.468 10.276 28.136 0.349 -0.222 -0.111
O 6.968 0.215 29.899 -0.587 0.085 -0.113
O 9.082 5.857 33.172 -0.006 -0.234 -0.605
O 11.877 8.596 33.16 0.097 -0.105 -0.42
O 17.089 -1.543 23.106 -0.179 0.329 0.462
O 10.866 4.846 27.964 0.463 -0.488 -0.061
O 10.414 -1.918 29.941 0.595 -0.282 0.156
O 14.31 12.073 26.36 -0.097 -0.258 -0.455
O 3.761 11.716 22.913 0.444 -0.3 0.129
O 17.125 3.973 22.943 -0.405 -0.09 0.074
O 6.126 8.864 30.15 -0.026 -0.41 -0.737
O 4.698 7.251 22.811 0.515 0.209 -0.064
O 13.894 -3.972 32.351 0.281 0.132 -0.442
O 10.104 12.611 23.013 0.026 -0.143 0.287
O 7.432 7.754 32.24 -0.04 0.031 -0.271
O 8.768 1.093 22.892 -0.056 0.223 0.294
O 11.905 7.543 25.136 0.312 -0.393 0.548
O 14.4 8.163 24.831 0.193 0.527 0.154
O 13.829 2.059 29.507 0.243 -0.039 0.581
O 14.604 3.623 27.495 -0.411 -0.087 -0.046
O 10.216 10.525 32.315 0.18 0.216 -0.321
O 9.6 3.512 26.225 0.171 -0.43 -0.156
O 7.352 9.775 25.835 -0.19 -0.046 0.358
O 7.992 2.749 30.219 -0.006 -0.013 -0.06
O 12.36 9.095 23.204 -0.456 -0.087 0.271
O 7.795 0.182 25.145 -0.661 -0.049 0.147
O 17.356 3.119 33.265 -0.159 -0.117 -0.609
O 3.037 6.979 24.754 -0.118 0.425 -0.233
O 13.755 6.808 32.541 0.312 0.111 -0.225
O 15.698 4.971 32.425 0.349 0.131 -0.541
O 10.037 0.363 26.506 0.261 -0.186 0.107
O 18.114 4.172 28.156 0.395 0.061 -0.209
O 11.945 -1.842 23.161 0.449 -0.119 0.227
O 9.139 9.524 27.735 -0.055 0.338 0.242
O 8.521 -3.719 32.532 0.121 0.291 -0.153
O 12.657 -0.115 26.332 -0.087 -0.418 0.13
O 4.185 10.822 30.12 -0.015 0.151 0.244
O 18.018 6.414 29.677 -0.333 0.208 0.218
O 10.533 -0.563 32.215 -0.44 0.23 0.069
O 4.624 1.368 23.108 0.595 0.063 0.203
O 4.414 0.751 30.579 0.466 -0.213 -0.147
O 14.457 5.794 30.278 0.525 -0.189 -0.198
O 4.99 3.285 29.983 0.298 -0.238 -0.41
O 4.277 -3.097 26.523 0.086 0.082 -0.585
O 9.476 -1.257 23.671 0.128 0.232 -0.291
O 17.02 -2.481 30.17 -0.249 0.466 -0.288
O 17.978 11.481 29.44 -0.171 -0.368 0.325
O 12.484 1.923 32.554 -0.034 -0.135 -0.099
O 7.847 1.867 27.112 -0.511 0.012 0.239
O 10.684 3.927 32.447 -0.17 -0.241 -0.449
O 6.444 -2.303 33.332 0.12 -0.006 -0.462
O 7.919 -0.683 27.601 0.218 -0.316 -0.189
O 3.561 10.969 27.613 -0.207 -0.482 -0.069
O 6.297 3.883 23.096 -0.309 -0.522 -0.009
O 18.884 2.506 24.104 -0.123 -0.034 -0.355
O 16.051 5.765 27.984 -0.052 0.268 0.182
O 13.472 6.012 27.897 -0.424 0.205 -0.342
O 5.153 10.942 25.429 0.314 0.181 -0.206
O 9.928 6.027 25.711 -0.341 -0.078 0.088
O 14.913 6.288 23.123 -0.198 -0.374 0.188
O 3.497 8.336 30.299 -0.272 0.044 -0.372
O 4.547 -0.713 32.614 -0.075 -0.065 -0.291
O 9.575 -3.247 27.803 -0.096 0.256 -0.212
O 5.262 8.29 25.197 -0.179 -0.052 0.436
O 14.689 -1.656 26.872 -0.303 0.17 0.155
O 12.789 10.06 25.593 -0.286 0.023 -0.162
O 4.941 9.469 32.27 0.19 -0.394 -0.09
O 4.174 5.832 30.146 0.009 0.133 -0.605
O 9.998 7.043 23.264 0.3 0.233 0.065
O 16.377 2.373 28.983 -0.154 0.019 0.412
O 6.424 3.017 33.295 0.008 -0.022 -0.184
O 8.173 5.437 22.227 -0.055 -0.031 0.23
O 18.272 9.806 23.123 0.038 -0.382 0.622
O 18.337 6.562 27.081 0.567 0.581 0.298
O 15.115 -3.324 22.986 -0.497 -0.021 0.172
O 13.665 10.997 22.145 -0.188 -0.153 0.206
O 14.977 0.259 25.019 0.266 -0.413 -0.595
O 13.446 8.095 29.52 0.32 -0.123 0.308
O 11.97 0.225 30.008 0.43 -0.4 0.025
O 16.335 -1.299 32.4 -0.372 0.133 -0.322
O 18.904 6.763 32.167 0.256 -0.465 -0.263
O 16.421 8.169 22.176 0.005 -0.023 0.311
O 7.837 -2.318 29.585 -0.258 -0.092 0.43
O 4.802 4.679 32.282 -0.243 0.369 0.008
O 9.576 8.657 25.256 -0.113 -0.103 -0.341
O 18.959 11.416 25.241 -0.506 0.08 0.314
O 11.587 1.943 25.1 -0.227 -0.143 -0.508
O 14.75 5.587 25.67 -0.391 -0.258 -0.175
O 16.771 7.041 24.938 0.049 0.612 -0.227
O 8.803 8.615 30.173 0.21 -0.249 0.098
O 12.059 4.408 25.723 0.443 0.27 0.299
O 5.608 -1.583 28.395 -0.041 -0.049 -0.045
O 11.206 9.475 29.364 -0.021 0.108 0.311
O 17.228 8.542 33.182 0.117 0.166 -0.549
O 13.216 4.283 32.017 -0.001 0.029 0.116
O 14.828 0.938 27.446 0.21 -0.27 -0.023
O 18.881 2.316 29.764 -0.192 0.151 0.613
O 11.85 6.049 30.036 0.037 -0.075 0.617
O 13.272 10.397 30.746 -0.447 -0.097 0.146
O 15.418 10.216 32.317 0.249 -0.13 -0.287
O 4.868 3.096 25.122 -0.011 0.097 0.535
O 3.253 -0.854 27.575 -0.362 -0.126 0.117
O 12.429 3.918 23.249 0.026 0.417 0.115
O 16.332 -2.91 25.303 0.284 0 0.24
O 4.461 1.489 28.09 0.425 0.179 0.012
O 10.709 -2.77 25.392 0.03 0.195 0.447
O 6.354 9.692 23.347 -0.086 -0.131 -0.004
O 9.306 5.141 30.056 0.17 -0.084 0.392
O 6.735 5.073 30.433 0.259 0.303 0.205
O 9.464 0.586 30.172 0.037 0.231 -0.375
O 15.441 11.772 30.212 -0.033 0.089 -0.205
O 18.65 -0.786 31.23 -0.138 0.288 -0.546
O 3.849 0.747 25.607 -0.044 -0.339 -0.234
O 5.348 5.683 24.823 0.227 0.087 0.391
O 9.391 -4.378 30.196 0.175 -0.216 -0.224

Results
total energy: -101658.532 eV
total energy less fixed offsets of O -438.35, Si -107.03 eV per atom: -5.332 eV
